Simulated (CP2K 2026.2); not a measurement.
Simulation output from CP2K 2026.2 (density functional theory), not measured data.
Periodic cell of 510 atoms, Si360O150, from a study of silicon, its oxide and their interface. The atomic structure is a simulated model.
Doubt: the forces sum to 3.71 eV/angstrom along one axis rather than to zero, so they err by at least 0.0073 eV/angstrom per atom on average; the grid cutoff is modest.

Settings
functional: PBE
method: Gaussian and plane waves
basis set: DZVP-MOLOPT-SR-GTH
pseudopotentials: GTH-PBE
grid cutoff: 300 Ry, relative cutoff 40 Ry
k points: Gamma only
occupations: fixed
spin: none
net charge: 0

Cell vectors (angstrom)
a	16.32	0	0
b	0	16.32	0
c	-0.9056	7.3126	34.2287

Atoms and the computed forces on them: element, x, y, z (angstrom), force x, y, z (eV/angstrom)
Si	-1.583	-1.125	-0.066	0.214	-0.167	0.723
Si	0.874	1.975	0.054	-0.327	0.171	0.657
Si	-0.93	3.762	0.052	0.261	-0.232	0.546
Si	1.834	6.435	0.063	0.055	-0.01	-0.059
Si	-1.83	-6.345	0.232	-0.061	0.149	0.66
Si	1.955	-4.455	0.343	-0.049	-0.381	0.489
Si	4.516	-2.079	0.199	0.059	0.014	-0.031
Si	6.997	1.051	-0.007	-0.1	0.096	0.723
Si	3.575	4.715	0.056	-0.138	0.183	0.571
Si	7.256	6.425	0.162	-0.036	-0.009	-0.08
Si	3.596	10.081	0.431	-0.076	-0.017	0.019
Si	-10.071	-3.783	0.327	-0.164	0.305	0.476
Si	-7.053	-1.131	-0.089	0.125	-0.184	0.703
Si	-3.827	1.124	-0.057	-0.125	0.135	0.733
Si	-7.389	4.66	0.017	-0.2	0.038	0.576
Si	-4.347	6.997	-0.053	0.172	-0.037	0.73
Si	-6.584	-7.185	0.169	0.054	0.057	0.684
Si	-3.5	-4.619	0.093	0.061	-0.125	0.714
Si	-0.004	0.083	1.251	0.024	0.025	-0.08
Si	2.657	2.888	1.301	0.002	0.011	-0.042
Si	0.101	5.442	1.343	-0.042	-0.032	-0.033
Si	2.69	8.17	1.457	0.033	0.025	0.005
Si	0.032	-5.419	1.354	0.008	0.019	0.002
Si	2.87	-2.823	1.721	0.049	-0.017	0.085
Si	5.416	-0.133	1.276	-0.035	-0.033	-0.062
Si	-8.226	2.761	1.236	0.03	-0.02	-0.016
Si	5.419	5.504	1.342	-0.008	-0.002	0.004
Si	-8.089	8.027	1.558	0.026	0.047	-0.025
Si	5.331	10.931	1.722	0.039	0.001	-0.033
Si	-8.216	-2.693	1.298	0.018	-0.012	-0.072
Si	-5.457	0.006	1.244	0.001	0.007	-0.032
Si	-2.668	2.709	1.274	0.032	-0.01	-0.061
Si	-5.533	5.459	1.292	-0.028	-0.011	-0.039
Si	-2.794	8.16	1.36	-0.033	0.011	-0.077
Si	-5.377	-5.492	1.279	0.033	0.044	-0.053
Si	-2.667	-2.749	1.284	-0.02	-0.029	-0.03
Si	-1.373	1.346	2.713	0.032	0.004	0.012
Si	1.385	4.138	2.818	-0.015	0.016	0.008
Si	-1.355	6.797	2.637	-0.001	-0.005	0.007
Si	1.265	9.469	2.791	0.033	0.057	-0.054
Si	-1.285	-4.014	2.727	-0.021	-0.031	-0.056
Si	1.365	-1.295	2.67	-0.048	0.004	-0.016
Si	4.035	1.363	2.55	0.031	0.004	-0.012
Si	6.711	4.027	2.683	-0.012	0.037	-0.032
Si	4.15	6.888	2.778	-0.016	-0.039	-0.035
Si	6.826	9.479	2.779	0.007	-0.021	0.039
Si	4.092	12.214	3.183	-0.002	-0.02	0.002
Si	-9.516	-1.355	2.755	-0.057	0.002	0.006
Si	-6.788	1.429	2.609	-0.024	-0.03	-0.007
Si	-4.095	4.075	2.582	-0.009	-0.01	0.003
Si	-6.749	6.709	2.889	0.007	0.029	0.006
Si	-4.113	-6.819	2.778	0.015	-0.014	-0.003
Si	-6.793	-4.092	2.59	-0.002	-0.016	0.009
Si	-4.114	-1.404	2.617	0.031	0.041	-0.015
Si	-2.755	-0.034	4.023	-0.006	-0.004	-0.012
Si	-0.01	2.723	4.085	-0.007	-0.039	-0.018
Si	-2.73	5.425	3.983	-0.009	0.008	0.013
Si	-0.074	8.125	4.123	-0.048	0.008	-0.009
Si	-2.694	-5.415	4.051	-0.021	-0.027	0
Si	0.028	-2.653	4.087	0.037	-0.004	0.035
Si	2.719	0.056	4.026	0.005	-0.028	0.009
Si	5.386	2.662	4.029	-0.019	-0.011	0.009
Si	2.77	5.497	4.119	-0.019	-0.01	-0.017
Si	5.48	8.172	4.183	0.016	0.022	0.021
Si	2.622	10.788	4.245	0.032	-0.017	0.016
Si	5.521	-2.655	4.26	0.016	0.004	-0.001
Si	-8.139	0.054	4.027	0.037	0.024	-0.036
Si	-5.421	2.729	4.009	-0.018	0.007	0.009
Si	-8.205	5.345	4.1	0.022	0.005	-0.019
Si	-5.424	8.145	4.174	-0.005	0.019	0.013
Si	-8.113	-5.431	4.047	-0.005	0.034	0.036
Si	-5.462	-2.738	4.008	0.011	-0.01	-0.008
Si	-1.38	-1.342	5.429	0.005	0.004	-0.001
Si	1.362	1.372	5.432	0.008	0.017	-0.002
Si	-1.39	4.084	5.405	-0.005	0.015	-0.002
Si	1.351	6.805	5.464	0.026	0.005	0.014
Si	-1.394	9.528	5.459	0	0.011	-0.002
Si	1.315	12.266	5.497	-0.005	-0.028	-0.017
Si	4.067	-1.285	5.468	-0.018	0.013	-0.015
Si	6.793	1.362	5.411	-0.019	-0.005	0.005
Si	4.085	4.06	5.433	0.002	0.008	0.004
Si	-9.498	6.758	5.477	-0.021	0.011	0.017
Si	4.074	9.485	5.537	-0.019	0.014	0.015
Si	6.881	12.232	5.491	-0.001	-0.016	-0.008
Si	-6.793	-1.345	5.383	-0.007	-0.022	0.001
Si	-4.089	1.352	5.385	0.018	0.011	0.005
Si	-6.794	4.032	5.43	-0.01	-0.013	0.005
Si	-4.037	6.767	5.444	0.027	-0.01	-0.01
Si	-6.799	-6.789	5.465	-0.02	0.013	-0.002
Si	-4.085	-4.069	5.4	-0.004	-0.017	-0.003
Si	-0.006	0.011	6.787	0.004	0.001	0.004
Si	2.715	2.725	6.803	-0.009	-0.003	-0.001
Si	-0.018	5.427	6.79	-0.006	0.007	-0.001
Si	2.703	8.133	6.863	0.019	-0.001	0.013
Si	-0.039	10.889	6.83	0.009	0.017	0.004
Si	2.719	-2.694	6.809	0.013	-0.007	-0.004
Si	5.445	0.037	6.821	-0.006	-0.005	0.012
Si	-8.161	2.698	6.796	0.012	-0.003	0.004
Si	-10.877	5.408	6.815	0.011	-0.003	0.003
Si	8.166	8.154	6.815	-0.001	-0.007	0.008
Si	5.46	10.888	6.823	-0.003	0.008	-0.001
Si	-8.108	-2.697	6.813	-0.009	-0.013	0.002
Si	-5.439	0	6.766	0	0.009	-0.01
Si	-2.736	2.713	6.766	-0.002	-0.017	-0.001
Si	-5.436	5.419	6.78	-0.011	0.014	-0.004
Si	-2.722	8.149	6.819	-0.008	0.007	0.003
Si	-5.425	-5.425	6.798	-0.002	-0.013	-0.001
Si	-2.733	-2.716	6.784	0.013	0.003	-0.004
Si	-1.36	1.367	13.596	0	-0.008	0.002
Si	1.372	4.093	13.584	0	0.009	-0.013
Si	-1.369	6.817	13.613	0.021	-0.003	0
Si	1.343	9.513	13.588	0.015	0.002	-0.008
Si	-1.373	-4.097	13.579	0	0.02	-0.009
Si	1.355	-1.36	13.599	0.01	-0.003	0.005
Si	4.084	1.368	13.591	0.001	-0.006	-0.006
Si	-9.512	4.092	13.596	0.004	-0.014	-0.008
Si	4.099	6.806	13.599	0.004	0.015	-0.004
Si	6.814	9.513	13.624	-0.002	-0.015	0.008
Si	4.08	-4.088	13.603	-0.004	0.009	0
Si	6.811	-1.372	13.596	-0.01	0.002	-0.011
Si	-6.788	1.364	13.597	-0.014	0.006	-0.007
Si	-4.077	4.092	13.609	0	-0.009	0
Si	-6.798	6.801	13.613	0	-0.002	0.001
Si	-4.08	9.519	13.612	-0.016	0.013	-0.005
Si	-6.804	-4.091	13.618	-0.002	-0.018	0
Si	-4.107	-1.375	13.596	0.006	0.003	-0.009
Si	-2.749	0	14.925	0.007	-0.009	-0.017
Si	0.01	2.745	14.936	0.012	0.014	-0.005
Si	-2.732	5.468	14.976	-0.001	-0.002	-0.007
Si	-0.038	8.203	14.98	-0.028	0.018	0.011
Si	-2.691	-5.468	14.973	0.029	-0.016	-0.001
Si	-0.028	-2.734	14.926	-0.002	-0.028	-0.008
Si	2.732	0.002	14.946	-0.016	0	0.001
Si	5.428	2.751	14.944	-0.023	0.033	0.001
Si	2.757	5.428	14.948	0.019	-0.037	0.001
Si	5.459	8.143	14.983	-0.003	-0.004	-0.004
Si	2.716	10.848	14.942	-0.022	0.002	-0.005
Si	5.448	-2.725	14.959	0.007	-0.021	0.008
Si	-8.115	-0.037	14.944	0.033	-0.007	0.001
Si	-5.442	2.733	14.964	-0.002	0.003	-0.004
Si	-8.162	5.444	14.976	-0.022	0.005	-0.003
Si	-5.444	8.168	14.975	0.003	0.005	-0.007
Si	-8.142	-5.456	14.997	0.005	0.029	-0.008
Si	-5.465	-2.723	14.986	-0.033	0.028	0
Si	-1.359	-1.326	16.259	0.011	-0.016	0.006
Si	1.436	1.445	16.283	0.002	0.013	-0.019
Si	-1.403	4.049	16.293	0.011	0.005	-0.036
Si	1.369	6.813	16.22	-0.003	0.002	-0.012
Si	-1.382	-6.792	16.451	-0.015	-0.007	-0.024
Si	1.265	-4.175	16.26	-0.023	-0.013	-0.017
Si	4.04	-1.407	16.306	0.008	-0.013	0.017
Si	-9.494	1.361	16.196	0.014	0.018	-0.003
Si	4.114	4.108	16.384	0.018	0.004	-0.012
Si	-9.561	6.735	16.374	-0.002	-0.025	-0.035
Si	4.127	9.548	16.312	-0.019	0.002	0.016
Si	-9.47	-4.04	16.331	-0.006	0.006	-0.017
Si	-6.806	-1.375	16.41	0.003	0.01	-0.019
Si	-4.147	1.296	16.304	-0.016	0.011	-0.032
Si	-6.735	4.157	16.326	-0.003	0.002	-0.004
Si	-4.026	6.897	16.352	0.048	-0.004	-0.015
Si	-6.834	9.452	16.372	0.006	-0.009	0.026
Si	-4.073	-4.105	16.27	-0.007	0.002	-0.006
Si	0.03	0.098	17.533	-0.023	-0.038	0.031
Si	2.772	2.761	17.754	-0.016	-0.029	-0.012
Si	-0.009	5.463	17.535	0.023	-0.015	0.02
Si	2.745	8.138	17.574	0.002	-0.036	0.039
Si	-0.011	-5.44	17.821	0.008	-0.011	-0.007
Si	2.598	-2.839	17.57	0.012	0.027	0.01
Si	5.477	0.005	17.53	0	-0.007	0.068
Si	-8.131	2.719	17.528	-0.006	0.018	0.046
Si	5.448	5.41	17.858	-0.002	0.024	0.019
Si	-8.239	8.073	17.744	0.036	0.045	0.042
Si	5.492	10.947	17.669	-0.009	-0.031	0.036
Si	-8.162	-2.725	17.809	-0.025	-0.008	-0.017
Si	-5.441	-0.03	17.794	0.018	0.034	0.006
Si	-2.804	2.656	17.615	0.032	0.015	0.058
Si	-5.376	5.584	17.696	-0.054	-0.019	0.03
Si	-2.74	-8.12	17.883	-0.015	0.017	-0.017
Si	-5.399	-5.492	17.629	0.008	0.018	0.019
Si	-2.725	-2.708	17.583	0.002	0.005	0.031
Si	-1.374	1.336	18.952	-0.003	-0.014	0.006
Si	1.32	4.181	18.972	0.012	-0.002	0.087
Si	-1.276	6.74	19.061	-0.009	0.006	0.073
Si	1.442	-6.897	19.036	-0.023	0.021	0.065
Si	-1.419	-3.966	19.076	0.011	0.003	0.069
Si	1.294	-1.356	18.832	0.011	-0.021	-0.018
Si	3.102	-0.431	19.988	-0.006	-0.022	-0.004
Si	-9.388	3.956	19.061	-0.014	0.023	0.03
Si	3.99	6.849	19.116	-0.005	-0.022	0.026
Si	-9.568	9.514	19.078	-0.013	0.019	-0.022
Si	3.999	-4.099	18.972	-0.027	-0.014	-0.016
Si	6.708	-1.301	19.057	0.007	-0.005	0.073
Si	-6.876	1.407	19.008	0.004	-0.016	0.062
Si	-4.068	4.113	18.977	0.045	0.008	0.021
Si	-6.785	6.833	19.167	-0.04	0.036	0.025
Si	-4.146	-6.707	19.256	0.006	0.002	0.078
Si	-6.713	-4.169	19.022	-0.019	0.033	0.028
Si	-4.027	-1.446	19.092	-0.017	0	0.057
Si	-2.221	-0.45	20.263	0.211	-0.218	-0.616
Si	-0.495	3.193	20.083	-0.036	0.103	-0.638
Si	-2.183	4.883	20.189	0.064	-0.075	-0.726
Si	0.501	7.675	20.325	0.238	-0.34	-0.638
Si	-3.161	-4.845	20.431	-0.293	0.105	-0.669
Si	-0.452	-2.13	20.22	-0.038	0.008	0.024
Si	4.227	1.345	18.993	0.02	0.044	0.046
Si	6.042	2.142	20.332	0.049	-0.026	-0.025
Si	2.208	5.879	20.377	-0.029	0.01	-0.02
Si	4.908	8.667	20.346	-0.155	0.177	-0.505
Si	2.579	-4.944	22.359	0.23	-0.365	-0.722
Si	4.762	-2.166	20.111	-0.01	0.051	-0.005
Si	-8.573	0.405	20.342	0.021	0.066	0.057
Si	-5.871	3.206	20.172	-0.321	0.138	-0.586
Si	-7.594	4.912	20.304	0.028	-0.063	-0.018
Si	-6.026	-7.605	20.476	-0.14	0.181	-0.591
Si	-7.747	-5.887	20.269	-0.003	-0.008	0.011
Si	-4.999	-3.215	20.363	0.012	-0.045	0.032
Si	-2.997	0.557	23.232	0.033	0.022	-0.115
Si	-0.751	-3.289	24.797	-0.082	0.029	-0.079
Si	2.369	-0.149	22.133	0.188	0.019	-0.595
Si	-2.255	-5.556	23.456	-0.021	0.115	-0.215
Si	-2.169	5.538	23.322	0.056	-0.137	-0.182
Si	0.597	-2.58	22.254	-0.305	0.139	-0.632
Si	-0.635	-8.109	23.226	0.044	-0.01	-0.212
Si	-10.672	3.199	22.37	0.074	-0.409	-0.62
Si	-9.546	0.457	-5.214	-0.084	-0.055	-0.021
Si	-10.241	7.623	23.134	0.19	0.5	0.269
Si	3.171	-5.918	20.298	0.016	-0.019	0.038
Si	5.11	-3.157	22.15	-0.101	0.28	-0.615
Si	-7.637	-0.06	22.49	-0.284	0.107	-0.724
Si	-6.31	4.528	24.816	-0.008	0.018	-0.209
Si	-8.34	5.2	22.503	0.188	-0.096	-0.634
Si	-4.287	6.79	25	-0.1	0.029	0.012
Si	-8.551	-4.776	22.159	0.252	-0.395	-0.587
Si	-6.112	-2.771	22.408	0.294	-0.125	-0.599
Si	-0.812	-6.019	-6.904	-0.022	-0.028	-0.113
Si	5.208	-7.969	-5.707	0.052	-0.052	-0.06
Si	-4.666	4.755	-6.62	0.061	0.007	-0.079
Si	-0.007	2.744	-6.062	0.023	0.072	0.001
Si	2.977	4.667	22.279	-0.26	0.399	-0.578
Si	-7.123	3.687	-2.995	-0.061	0.105	0.063
Si	1.945	-7.191	24.481	0.117	0.067	-0.096
Si	-3.39	-0.118	-4.567	0.019	-0.043	0.005
Si	-2.687	-6.679	-4.657	0.024	0.152	0.05
Si	-3.987	-4.375	-3.086	-0.025	-0.093	0.183
Si	3.694	-4.457	-3.645	-0.036	0.012	0.128
Si	-9.763	7.307	-1.904	0.181	-0.243	0.614
Si	-2.632	-1.165	25.802	0.001	0.028	0.077
Si	-6.041	-3.775	-6.667	0.042	-0.059	-0.013
Si	-8.369	-5.353	-1.608	-0.116	-0.017	0.09
Si	4.815	4.772	-2.842	-0.067	0.046	0.213
Si	-6.057	-7.43	23.632	-0.039	0.003	-0.145
Si	-2.258	5.732	-2.084	-0.073	-0.091	0.178
Si	-2.521	3.859	-4.481	-0.024	0.109	-0.028
Si	4.227	-0.838	-6.578	0.023	-0.048	-0.016
Si	-1.498	0.374	-6.83	0.001	-0.012	-0.035
Si	-0.913	-7.743	-2.396	-0.108	0.043	0.077
Si	-0.914	-1.114	-2.991	0.064	-0.045	0.134
Si	3.562	6.626	24.481	0.126	0.03	-0.019
Si	1.6	-4.573	-5.915	0.099	-0.002	0.083
Si	4.382	1.016	24.186	0.05	-0.052	-0.049
Si	-7.553	4.897	-5.776	0.03	0.038	0.017
Si	0.858	2.434	22.747	-0.054	0.114	-0.087
Si	-8.668	7.385	-7.118	-0.01	-0.035	-0.01
Si	-4.196	7.823	-6.52	0.027	0.085	-0.054
Si	-5.613	2.107	23.071	-0.139	0.026	-0.104
Si	-0.453	-2.258	-5.716	0.018	-0.037	0.009
Si	4.15	-5.518	-7.422	0.042	-0.025	0.035
Si	3.003	6.347	-4.604	0.079	0.036	0.039
Si	2.983	-2.424	-1.544	0.389	0.04	0.416
Si	-4.468	2.067	-3.013	-0.039	0.04	0.149
Si	-8.97	-7.086	24.238	-0.485	-0.4	-0.4
Si	-8.122	-2.264	-4.985	-0.083	-0.088	0.034
Si	1.819	7.481	-2.08	-0.102	-0.437	0.667
Si	2.55	1.189	-5.159	0.025	0.054	-0.079
Si	4.234	-6.923	-1.65	-0.051	0.392	0.664
Si	1.655	0.344	-2.452	0.007	-0.015	0.083
Si	-6.832	-6.83	-6.255	0.007	-0.049	-0.004
Si	-10.873	-3.538	-5.864	-0.007	0.084	-0.025
Si	1.944	5.024	-7.12	0	-0.061	0.076
Si	-6.699	-3.058	-2.41	0.117	0.092	0.03
Si	-8.637	-7.218	-3.892	-0.04	-0.08	0.029
Si	-1.36	2.81	24.574	0.054	-0.114	0.004
Si	-9.964	-1.221	24.325	-0.051	0.03	-0.104
Si	-9.211	2.736	-7.129	-0.013	-0.01	-0.097
Si	-3.344	-2.903	-5.495	-0.047	-0.043	-0.018
Si	3.963	2.885	-7.113	0.022	0.022	-0.003
Si	-9.755	2.169	-2.787	-0.059	0.077	0.13
Si	-5.026	-4.7	24.48	-0.112	0.072	-0.138
Si	-1.367	1.371	8.144	0.012	0.008	0.006
Si	1.346	4.076	8.158	0.01	-0.01	0.003
Si	-1.354	6.796	8.166	0.01	0.022	-0.004
Si	1.347	9.534	8.179	0.016	0.014	-0.001
Si	-1.393	-4.072	8.175	-0.011	-0.029	0.006
Si	1.347	-1.348	8.163	-0.013	-0.004	-0.004
Si	4.079	1.383	8.177	0.017	0.018	0.001
Si	-9.504	4.068	8.169	-0.004	0.017	0.005
Si	4.081	6.767	8.185	-0.031	-0.025	0.007
Si	6.801	9.51	8.176	-0.002	-0.007	0.004
Si	4.09	-4.06	8.161	0.013	0.009	0.014
Si	-9.513	-1.356	8.155	-0.004	-0.015	0
Si	-6.799	1.34	8.151	-0.018	-0.029	0.003
Si	-4.085	4.064	8.149	-0.001	-0.008	0.002
Si	-6.782	6.792	8.154	0.009	0.013	0.005
Si	-4.087	-6.805	8.163	-0.001	-0.013	0.004
Si	-6.773	-4.068	8.173	0.009	0.033	0.007
Si	-4.083	-1.349	8.145	-0.009	0	-0.001
Si	-2.72	0.006	9.508	0.007	0.001	-0.006
Si	-0.011	2.721	9.52	-0.003	0.005	-0.007
Si	-2.726	5.434	9.513	0.004	-0.002	0.001
Si	-0.004	8.162	9.53	0.002	-0.01	0.002
Si	-2.734	-5.446	9.529	-0.01	0.016	0.003
Si	-0.012	-2.714	9.52	0.005	0.004	-0.001
Si	2.718	0.005	9.522	0.005	-0.003	-0.006
Si	-10.874	2.727	9.534	-0.006	-0.006	0.009
Si	2.711	5.421	9.532	-0.001	0.001	0.006
Si	5.437	8.151	9.53	0.006	0.004	0
Si	2.727	-5.428	9.52	0.002	0.004	0.002
Si	-10.87	-2.713	9.526	-0.007	-0.001	0.004
Si	-8.157	-0.006	9.522	0.007	-0.005	0.001
Si	-5.443	2.709	9.513	-0.009	0.011	0
Si	-8.147	5.439	9.519	-0.004	-0.008	-0.006
Si	-5.441	8.157	9.525	-0.009	0.009	0.001
Si	-8.149	-5.44	9.518	-0.001	-0.003	0.004
Si	-5.43	-2.706	9.527	0.013	-0.023	0.011
Si	-1.374	-1.36	10.882	-0.005	0.002	0
Si	1.349	1.357	10.877	0.003	0.009	-0.008
Si	-1.359	4.092	10.884	0.007	-0.007	-0.001
Si	1.36	6.8	10.878	0.014	0.003	-0.008
Si	-1.37	9.516	10.886	0.002	0.005	-0.004
Si	1.363	-4.067	10.874	-0.005	-0.008	-0.004
Si	4.087	-1.352	10.885	0.002	-0.003	-0.002
Si	-9.513	1.358	10.879	-0.003	0	-0.01
Si	-12.237	4.079	10.893	-0.003	0.001	0
Si	6.816	6.805	10.88	-0.001	-0.006	-0.004
Si	4.077	9.518	10.886	-0.008	-0.003	0.002
Si	-9.519	-4.092	10.881	0.004	0.008	-0.005
Si	-6.802	-1.363	10.889	-0.011	-0.001	-0.005
Si	-4.073	1.365	10.878	0.001	-0.014	-0.007
Si	-6.798	4.071	10.881	0.005	0.004	-0.001
Si	-4.085	6.791	10.88	0.007	0.01	-0.001
Si	-6.793	9.524	10.887	0.002	-0.008	0.003
Si	-4.089	-4.082	10.88	-0.006	0.008	0.004
Si	-0.01	-0.004	12.239	-0.008	-0.017	-0.002
Si	2.714	2.712	12.232	-0.008	-0.016	0.001
Si	-0.001	5.461	12.246	0.022	0.02	-0.003
Si	2.715	8.151	12.243	-0.021	-0.019	0.001
Si	0.004	10.884	12.223	0.01	0.008	0.004
Si	2.726	-2.715	12.243	0.016	0.022	-0.002
Si	5.455	0.005	12.244	0.009	0.017	-0.006
Si	-8.161	2.715	12.243	-0.017	-0.014	-0.01
Si	-10.866	5.451	12.235	0.002	0.011	0.002
Si	8.171	8.166	12.249	0.011	0.024	-0.003
Si	5.444	10.866	12.252	-0.008	-0.019	-0.001
Si	-8.16	-2.739	12.242	0	-0.018	0.004
Si	-5.436	0.006	12.233	0.01	0.008	0.001
Si	-2.716	2.734	12.242	0.016	0.028	-0.003
Si	-5.447	5.434	12.245	-0.027	-0.026	0.001
Si	-2.734	8.155	12.243	-0.007	-0.014	0.008
Si	-5.435	-5.435	12.252	0.014	0.029	-0.006
Si	-2.739	-2.729	12.238	-0.012	-0.034	-0.005
O	-1.518	4.508	-1.307	0.046	0.059	-0.158
O	-0.413	-2.192	-4.09	0.082	-0.457	0.137
O	-2.639	-0.015	21.778	-0.172	-0.01	0.216
O	-7.207	5.226	23.664	0.085	0.346	-0.026
O	1.15	0.873	22.465	-0.603	-0.024	-0.098
O	-0.231	2.954	21.682	-0.255	0.062	0.394
O	-2.339	5.05	21.805	-0.014	-0.217	0.287
O	0.062	-7.994	21.77	0.001	0.392	0.106
O	-1.924	-7.135	23.332	-0.342	-0.274	0.121
O	-2.56	-5.022	21.955	0.061	0.169	0.126
O	4.542	4.337	21.985	0.16	0.362	-0.129
O	0.514	-5.767	-6.022	0.135	-0.253	0.31
O	1.213	-4.083	22.15	-0.247	-0.128	0.021
O	-5.306	2.798	21.651	0.68	0.214	-0.109
O	-7.522	-7.824	24.176	-0.005	-0.147	0.382
O	-10.001	-4.172	21.744	-0.073	0.057	-0.672
O	-9.485	-2.122	25.577	0.315	-0.7	-0.193
O	2.304	-5.864	23.657	-0.192	0.203	0.259
O	3.624	2.311	-5.634	0.121	0.307	0.276
O	3.965	-5.71	-2.679	0	-0.074	0.031
O	-4.121	-1.199	26.423	-0.255	-0.017	-0.26
O	1.06	1.78	-5.324	-0.299	-0.31	0.565
O	1.564	1.53	-1.367	0.564	0.047	-0.31
O	-6.156	4.25	-6.27	-0.052	-0.384	-0.267
O	4.409	-6.859	-6.562	0.024	0.018	-0.054
O	-7.245	-4.21	-1.43	0.413	0.001	0.274
O	-8.169	-0.003	-0.549	0.226	-0.172	-0.375
O	-1.815	4.341	24.344	-0.108	0.099	0.561
O	-1.713	2.339	26.08	-0.01	0.192	0.253
O	-9.73	-4.716	-1.008	-0.415	-0.257	-0.309
O	-8.674	-5.797	-3.115	-0.27	0.256	-0.296
O	3.851	5.047	-4.113	-0.223	-0.612	-0.297
O	-10.614	-7.62	-1.695	0.207	0.173	0.011
O	5.138	6.747	24.137	0.288	-0.262	0.312
O	3.271	-8.152	-2.044	0.144	-0.224	-0.085
O	-8.845	1.691	-5.963	0.599	0.068	0.297
O	-8.596	7.784	-2.938	0.371	-0.152	0.015
O	-6.672	-5.236	-6.405	-0.118	0.014	0.102
O	-5.003	-8.143	24.609	0.185	0.157	0.564
O	-1.303	7.033	-2.124	0.233	-0.12	0.258
O	-5.947	-5.815	23.742	-0.535	0.195	-0.36
O	-9.323	3.954	22.859	0.235	-0.132	0.213
O	0.692	-7.679	-2.243	0.164	0.582	-0.114
O	-5.507	3.269	24.182	0.096	-0.082	0.339
O	2.248	-7.028	26.051	-0.388	-0.361	0.159
O	5.168	2.305	23.628	0.249	0.38	0.55
O	3.844	-3.994	22.721	-0.02	-0.2	0.515
O	-7.056	1.369	23.02	-0.116	0.452	-0.044
O	0.813	3.917	-6.794	-0.212	-0.138	0.064
O	-3.962	-1.415	-5.335	-0.357	0.132	-0.129
O	-2.362	-0.544	-3.398	-0.165	0.162	0.723
O	-1.981	-2.645	25.647	-0.088	-0.442	0.332
O	-10.791	2.816	-7.423	-0.037	0.021	-0.156
O	-7.556	-3.531	22.482	-0.332	0.109	-0.052
O	-6.797	-2.649	-5.8	0.267	0.357	0.01
O	-4.67	6.32	-6.271	-0.124	0.082	0.236
O	-7.75	6.463	-6.147	0.374	0.294	0.401
O	0.155	0.101	-3.001	-0.078	0.184	-0.467
O	-10.111	1.709	-1.279	-0.685	0.385	-0.017
O	-8.06	-7.423	-7.131	-0.283	0.518	-0.055
O	3.419	4.386	-7.297	0.496	0.444	-0.171
O	1.868	-1.62	22.578	0.054	-0.216	0.103
O	-3.641	-4.346	-1.522	-0.034	0.191	-0.292
O	2.879	5.388	23.721	-0.215	-0.173	0.418
O	0.227	2.666	24.222	0.433	-0.002	0.473
O	3.686	0.264	22.954	0.241	-0.029	-0.203
O	-7.873	-2.653	-3.437	-0.515	0.133	-0.087
O	-2.693	-0.572	24.318	-0.004	-0.309	-0.179
O	-3.583	6.198	23.686	-0.356	0.102	-0.484
O	-8.851	-5.662	23.476	-0.278	0.02	0.14
O	-5.675	3.075	-3.347	0.088	0.17	-0.502
O	5.216	-8.056	21.915	-0.07	0.192	0.117
O	-1.012	-1.726	-1.487	0.131	-0.545	-0.132
O	-1.061	-4.773	24.218	0.294	-0.374	-0.018
O	-8.171	2.468	-2.87	0.21	-0.389	0.12
O	-1.407	-7.198	-3.824	0.185	0.155	-0.308
O	-10.788	-0.02	-6.114	-0.145	-0.079	-0.182
O	-9.157	6.599	22.485	0.3	0.165	-0.46
O	0.406	-7.621	24.346	-0.222	0.063	0.536
O	1.925	-3.613	-1.091	-0.264	0.222	-0.391
O	2.232	3.238	22.482	0.089	-0.194	-0.252
O	-2.569	0.738	-5.667	-0.147	0.469	0.085
O	2.744	-4.821	-7.034	-0.256	0.041	-0.278
O	-8.731	-0.546	23.559	0.082	0.079	0.168
O	3.304	6.435	26.046	-0.153	0.021	-0.095
O	2.178	-1.048	-1.818	-0.147	0.185	0.107
O	-10.019	-7.266	-4.74	-0.27	0.258	-0.089
O	-7.253	-7.198	-4.734	0.51	0.044	0.227
O	-10.63	6.112	-2.59	0.019	-0.015	-0.08
O	-4.463	1.748	-1.428	-0.399	0.243	-0.14
O	0.809	-3.167	-6.174	0.11	0.418	-0.554
O	3.945	4.417	-1.521	-0.182	-0.431	-0.3
O	-6.359	-1.797	-1.436	0.319	0.211	-0.299
O	-3.042	-3.437	-3.99	0.417	0.233	0.051
O	-0.439	-2.395	23.488	-0.368	0.246	-0.009
O	-4.452	-3.778	-6.291	0.188	-0.61	-0.301
O	-2.729	-0.02	-0.474	0.153	0.166	-0.058
O	-1.885	-2.877	-6.207	-0.131	-0.116	-0.459
O	-1.579	-6.746	-1.332	-0.291	0.314	-0.423
O	-3.533	-5.27	24.376	0.054	-0.263	0.394
O	3.667	-3.025	-2.885	0.392	0.309	-0.393
O	2.883	7.963	23.899	0.169	0.022	-0.357
O	-10.225	7.369	-6.653	-0.535	-0.391	-0.375
O	-5.241	-3.292	23.693	0.215	0.363	0.371
O	-10.763	-2.179	23.334	-0.26	0.138	0.389
O	-2.14	1.879	23.52	-0.072	0.11	-0.136
O	-5.484	8.108	-0.544	-0.202	0.27	-0.473
O	-7.613	4.691	-4.17	-0.087	0.46	0.089
O	2.873	-0.159	-6.011	-0.394	-0.406	-0.252
O	3.239	1.443	25.236	-0.513	0.046	-0.144
O	-9.373	-3.048	-5.626	0.145	-0.008	-0.411
O	-0.761	1.784	-7.141	0.015	0.1	-0.473
O	-10.103	0.947	-3.779	-0.411	-0.357	0.2
O	-5.806	-7.894	22.093	0.001	-0.173	0.178
O	-6.441	-1.176	22.467	0.484	0.078	-0.149
O	-4.547	0.948	23.352	-0.109	-0.468	0.311
O	-5.473	-3.723	-3.233	-0.095	-0.036	-0.319
O	5.401	-0.031	24.865	0.169	0.008	0.378
O	5.365	-4.463	-7.187	0.418	0.302	-0.668
O	-7.043	4.463	-1.581	0.378	0.314	-0.018
O	-2.492	5.238	-3.611	-0.122	0.322	-0.369
O	-3.431	-7.996	-5.197	0.278	-0.453	0.284
O	-9.375	-6.746	25.759	-0.091	0.02	-0.08
O	-3.179	7.105	26.118	0.269	0.039	-0.126
O	-4.601	0.713	-3.901	-0.627	-0.395	-0.45
O	-5.462	-7.527	-6.751	0.334	0.292	-0.401
O	-8.436	-0.691	-5.05	0.394	0.192	0.143
O	4.073	7.535	-4.89	-0.012	0.233	0.143
O	2.302	-4.627	-4.46	-0.417	-0.088	0.155
O	0.567	-3.297	25.731	0.641	0.314	-0.019
O	2.69	0.825	-3.593	0.544	0.041	0.135
O	-3.065	2.737	-3.45	0.275	-0.346	0.063
O	-8.739	4.172	-6.593	-0.216	0.316	0.056
O	-1.023	6.669	23.466	0.44	-0.279	0.161
O	-7.707	-6.636	-0.885	0.018	-0.148	-0.454
O	4.961	-4.44	-4.631	0.169	-0.35	-0.064
O	1.889	6.624	-3.453	-0.203	-0.533	-0.346
O	-0.804	-7.537	-7.479	0.481	-0.229	0.091
O	-3.628	6.211	-1.316	-0.131	-0.196	-0.318
O	-7.191	3.92	26.015	-0.824	0.001	-0.073
O	-10.566	3.507	-3.177	0.097	-0.079	-0.526
O	-2.115	-5.835	-5.934	-0.208	0.646	-0.089
O	-5.345	-4.517	26.038	0.203	0.045	-0.043
O	-0.422	-0.751	-6.333	0.463	0.118	-0.031
O	-3.757	-5.853	-3.741	-0.419	-0.448	0.059
O	-1.058	3.423	-5.027	0.263	0.258	0.299
O	-3.529	4.022	-5.742	-0.052	-0.19	-0.265
O	4.378	-2.331	-6.001	-0.409	-0.065	0.112
O	2.114	6.085	-5.925	-0.147	0.264	-0.121
O	-5.339	5.652	25.468	0.029	-0.131	0.462

Results
total energy: -104288.517 eV
total energy less fixed offsets of O -438.25, Si -107.07 eV per atom: -5.817 eV
